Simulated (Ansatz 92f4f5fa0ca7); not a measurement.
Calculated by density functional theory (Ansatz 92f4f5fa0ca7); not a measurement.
Periodic cell of 229 atoms, Si134O93H2, from a study of silicon, its oxide and their interface. The atomic structure is a simulated model.
Doubt: the cutoff is low for norm-conserving oxygen, so forces and energies are approximate.
Doubt: the program's own warning below bears on the result.

Settings: functional HSE06; potential files SPMS norm-conserving; basis plane waves; wave-function cutoff 800 eV; density cutoff ratio 4; exchange-correlation grid ratio 1; k mesh 1 x 1 x 1, Gamma-centred; occupations fixed; spin none; net charge 0.

Cell vectors (angstrom)
a 10.938 0 0
b 0 10.938 0
c 0 0 32.3122

Atoms: element, x, y, z (angstrom)
Si 0.3099 -0.5121 25.0105
Si 5.7933 -0.0975 25.0552
Si 2.7633 2.5148 24.7245
Si 8.0466 2.8665 24.6644
Si -0.0747 5.7328 24.6638
Si 5.6862 4.984 24.7734
Si 2.7683 8.4525 24.8295
Si 7.9747 8.4644 25.0068
Si 1.268 1.3616 26.1294
Si 7.0287 1.4312 26.2555
Si 4.167 3.8578 26.1378
Si 9.5461 4.2119 26.002
Si 1.5794 6.7454 26.044
Si 6.7737 6.7179 26.064
Si 4.1068 9.7086 26.2522
Si 9.6834 9.3613 26.3579
Si 2.6793 0.0791 27.5585
Si 8.3142 -0.0557 27.5727
Si -0.0659 2.7904 27.4629
Si 5.5421 2.6582 27.5867
Si 2.836 5.3553 27.4807
Si 8.1822 5.4679 27.4942
Si 0.1604 8.0091 27.5759
Si 5.4549 8.1793 27.4951
Si 4.1018 1.3673 28.894
Si 9.5708 1.3673 28.894
Si 1.3673 4.1018 28.894
Si 6.8362 4.1018 28.894
Si 4.1018 6.8362 28.894
Si 9.5708 6.8362 28.894
Si 1.3673 9.5708 28.894
Si 6.8362 9.5708 28.894
Si 0 0 30.2612
Si 5.469 0 30.2612
Si 2.7345 2.7345 30.2612
Si 8.2035 2.7345 30.2612
Si 0 5.469 30.2612
Si 5.469 5.469 30.2612
Si 2.7345 8.2035 30.2612
Si 8.2035 8.2035 30.2612
Si 1.3673 1.3673 31.6285
Si 6.8362 1.3673 31.6285
Si 4.1018 4.1018 31.6285
Si 9.5708 4.1018 31.6285
Si 1.3673 6.8362 31.6285
Si 6.8362 6.8362 31.6285
Si 4.1018 9.5708 31.6285
Si 9.5708 9.5708 31.6285
Si 2.7345 0 0.6835
Si 8.2035 0 0.6835
Si 0 2.7345 0.6835
Si 5.469 2.7345 0.6835
Si 2.7345 5.469 0.6835
Si 8.2035 5.469 0.6835
Si 0 8.2035 0.6835
Si 5.469 8.2035 0.6835
Si 4.1018 1.3673 2.0507
Si 9.5708 1.3673 2.0507
Si 1.3673 4.1018 2.0507
Si 6.8362 4.1018 2.0507
Si 4.1018 6.8362 2.0507
Si 9.5708 6.8362 2.0507
Si 1.3673 9.5708 2.0507
Si 6.8362 9.5708 2.0507
Si 0 0 3.418
Si 5.469 0 3.418
Si 2.7345 2.7345 3.418
Si 8.2035 2.7345 3.418
Si 0 5.469 3.418
Si 5.469 5.469 3.418
Si 2.7345 8.2035 3.418
Si 8.2035 8.2035 3.418
Si 1.3723 1.3629 4.7706
Si 6.7848 1.4081 4.8189
Si 4.0817 4.1197 4.794
Si 9.5539 4.1364 4.7621
Si 1.3327 6.871 4.8252
Si 6.7687 6.9184 4.6812
Si 4.0381 9.6334 4.8199
Si 9.5242 9.6226 4.7867
Si 2.6632 0.0247 6.2786
Si 8.1719 0.0877 6.1892
Si 0.0356 2.7871 6.0801
Si 5.41 2.756 6.2334
Si 2.743 5.5239 6.1785
Si 8.1367 5.5815 5.9785
Si -0.074 8.2549 6.1833
Si 5.4654 8.2827 6.0982
Si 3.7694 1.6614 7.6099
Si 9.804 1.282 7.4247
Si 1.5508 3.9491 7.4567
Si 6.6195 4.4672 7.3261
Si 4.3958 6.6801 7.4182
Si 9.1488 7.1584 7.3835
Si 0.9763 9.848 7.575
Si 6.9781 9.4464 7.4836
O 5.4852 5.5291 7.8838
O -0.1174 0.0912 7.9274
O 2.6456 2.8188 8.0323
O 8.0837 8.3032 7.9415
O 1.5126 9.4579 24.3552
O 6.8526 3.9359 24.1741
O 6.7796 9.5552 25.0914
O 0.1444 4.8225 23.309
O 6.2386 10.0416 8.8536
O 0.703 4.6906 8.6598
O 1.3744 9.2406 9.0514
O 7.5233 4.0831 8.6443
O 9.591 6.3733 8.7445
O 4.3069 0.9677 9.0609
O 3.9371 7.4277 8.8158
O 9.344 2.1079 8.7865
O 5.6919 0.3569 23.4592
O 8.5792 1.97 23.336
O 10.3154 7.1133 23.9112
O 4.7247 5.4777 23.5107
O 8.2822 8.5433 23.3883
O 2.3334 3.5146 23.4597
O 3.7852 7.9434 23.5959
O 10.1663 -0.1357 23.8279
Si 6.4565 12.2152 15.6095
Si -2.6628 7.9752 14.0809
Si 7.4787 4.1094 16.757
Si -0.4182 3.7247 19.9515
Si 14.3489 2.3592 13.2976
Si 3.1159 3.8322 18.0427
Si 3.6887 7.4491 15.0085
Si 4.3285 0.8238 22.704
Si 1.2957 6.0257 14.0309
Si 4.3861 -0.7041 20.2538
Si 4.7644 2.2351 20.1322
Si 7.9705 2.7301 9.4096
Si 9.4599 3.7228 11.7276
Si 10.7783 5.6997 9.6054
Si 2.924 4.5862 11.6753
Si 5.5998 8.0734 12.7042
Si 9.9068 1.1111 22.8308
Si 1.2839 8.417 10.4481
Si 9.9677 -1.0377 20.5734
Si 3.4833 1.5964 16.0675
Si 7.2432 6.5245 21.1053
Si 16.4862 0.2871 12.7861
Si 0.0734 -2.0588 13.1626
Si 9.4712 5.0563 14.5693
Si -9.755 2.2978 11.5057
Si 3.5358 7.3321 19.7569
Si 1.8346 9.9182 15.4486
Si 0.8775 6.0549 18.6598
Si 7.5438 3.6846 19.8612
Si 7.9237 -1.2741 16.6432
Si 0.8909 3.5289 22.6941
Si 5.0601 5.9978 17.298
Si 7.1485 9.0978 19.4904
Si 3.9432 7.2391 10.4303
Si 9.4462 7.6913 22.6508
Si 4.5964 6.8619 22.6542
Si 5.8066 0.4973 9.5964
Si 10.8759 -2.0278 17.7902
O 10.027 0.4367 21.3273
O 4.4998 7.2596 13.6043
O 11.1552 2.1113 23.0928
O 6.9367 -1.6782 17.8829
O 3.5644 8.9762 19.6076
O 0.1036 7.2503 17.808
O 8.1408 3.1018 10.9856
O 4.5081 2.1366 21.7474
O 1.9401 3.5974 10.819
O 13.3384 0.4761 15.6565
O 5.9324 -1.1876 20.3363
O 1.9739 5.3198 12.7579
O 2.7973 8.234 11.0417
O 4.0155 3.6196 12.4347
O 16.4042 -1.2951 13.0999
O 3.7586 6.7736 21.2682
O 1.8209 2.1725 13.0119
O -14.2873 8.7315 15.3506
O -9.5323 0.9874 10.5718
O 3.8004 -0.4123 21.7611
O 3.1044 8.9556 15.1208
O 11.7338 -1.0061 14.1836
O 6.4438 11.9692 13.9619
O 3.3246 1.1659 23.9366
O 4.0671 -9.9983 12.8598
O 6.1451 7.1341 22.1688
O -12.4775 8.9461 13.3972
O -0.8521 4.9621 10.8757
O 7.9062 3.7617 18.2786
O 6.3688 2.5438 19.9658
O 14.586 2.6885 14.8631
O 4.3671 11.696 19.4789
O 7.1207 7.6027 13.0028
O -2.224 6.4824 21.8247
O -2.1039 4.3892 15.9015
O 2.0064 6.8925 19.4637
O 2.4598 6.3736 15.1169
O 13.7499 2.3976 17.3244
O 9.4701 -1.5684 17.0842
O 6.808 1.657 9.0948
O 4.6978 7.1669 16.2389
O 19.8878 6.5857 14.5396
O 4.1853 4.6361 17.1316
O -1.9241 3.4168 20.5676
O 10.5383 13.4478 11.759
O 7.3023 -3.4255 19.8109
O 0.3845 9.1739 11.5845
O 0.7788 6.8934 10.1711
O 4.6634 6.6383 18.7708
O 15.9156 11.8794 16.2769
O 3.6865 5.6542 10.7365
O 6.5699 5.4811 16.9237
O 10.2638 -2.2685 21.6282
O 1.7443 4.7471 18.0648
O 7.6002 11.2282 16.254
O 9.0472 4.2325 13.2197
O 0.0267 9.6173 19.2853
O 3.814 14.3548 19.4832
O 5.3312 18.6672 11.1324
O 6.903 5.0327 20.5408
O 1.137 -1.4727 16.8467
O 0.1667 5.0669 14.7119
O 0.605 -3.5484 13.5112
O 8.4655 9.8851 19.978
O 5.998 0.4175 11.2143
O 6.7636 2.839 16.0016
O 0.7899 3.6132 21.0748
O 10.6054 5.3001 19.4542
H -8.6372 0.894 10.2022
O -0.2163 2.6025 18.7886
H 0.5092 2.6985 18.1537

Results
free energy: -56872.498 eV
free energy less fixed offsets of H -15.86, O -447.96, Si -113.29 eV per atom: 0.362 eV
gap between the highest filled and lowest empty level on this k mesh: 1.241 eV

The program warned: the cutoff lies below the one the program advises for these potential files; the model core charge is not resolved on the grid; the forces do not sum to zero within the program's tolerance; the exchange-correlation potential is rough where the density is thin.
